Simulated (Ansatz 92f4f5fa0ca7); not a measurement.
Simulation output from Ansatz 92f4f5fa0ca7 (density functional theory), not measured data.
Periodic cell of 214 atoms, Si131O81B2, from a study of silicon, its oxide and their interface. The atomic structure is a simulated model.

Settings: functional PBE; potential files Ansatz PAW; basis plane waves; wave-function cutoff 700 eV; density cutoff ratio 5; exchange-correlation grid ratio 1; k mesh 2 x 2 x 1, shifted by 0.5 0.5 0.5 of a step; self-consistency stop 5e-08 eV per atom in the density residual; occupations fixed; spin none; net charge 0.

Cell vectors (angstrom)
a 10.938 0 0
b 0 10.938 0
c 0 0 31.5432

Atoms: element, x, y, z (angstrom)
Si 10.4016 0.5976 24.3252
Si 6.0207 10.5076 24.1248
Si 2.0898 3.2745 24.062
Si 8.67 2.2859 24.2697
Si 0.4561 5.0751 24.1348
Si 5.0228 5.9185 24.2347
Si 3.3588 7.6612 24.1644
Si 7.8171 8.8326 24.0019
Si 1.3188 1.496 25.4367
Si 6.891 1.3192 25.4636
Si 3.9911 4.1112 25.3273
Si 9.6373 4.1113 25.4047
Si 1.4576 6.8265 25.3545
Si 6.8773 6.965 25.2605
Si 4.2051 9.5483 25.3274
Si 9.5083 9.6629 25.4364
Si 2.7611 0.0203 26.6332
Si 8.1949 0.0023 26.9203
Si -0.0076 2.7859 26.8947
Si 5.4296 2.7438 26.656
Si 2.7224 5.455 26.8247
Si 8.209 5.5316 26.6346
Si 0.0203 8.225 26.6499
Si 5.5233 8.2207 26.7898
Si 4.1027 1.3694 28.0693
Si 9.5718 1.3886 28.2149
Si 1.3687 4.1322 28.2179
Si 6.8258 4.1329 28.0256
Si 4.1269 6.8376 28.1308
Si 9.5887 6.8543 28.0572
Si 1.3886 9.5893 28.0445
Si 6.8252 9.5628 28.2177
Si 0.0248 -0.0143 29.4917
Si 5.4438 0.0204 29.5036
Si 2.7489 2.7202 29.4963
Si 8.1693 2.7738 29.4863
Si -0.0245 5.5004 29.5063
Si 5.4831 5.461 29.4798
Si 2.7346 8.2129 29.4666
Si 8.2274 8.1825 29.4988
Si 1.3673 1.3673 30.8594
Si 6.8362 1.3673 30.8594
Si 4.1018 4.1018 30.8594
Si 9.5708 4.1018 30.8594
Si 1.3673 6.8362 30.8594
Si 6.8362 6.8362 30.8594
Si 4.1018 9.5708 30.8594
Si 9.5708 9.5708 30.8594
Si 2.7345 0 0.6835
Si 8.2035 0 0.6835
Si 0 2.7345 0.6835
Si 5.469 2.7345 0.6835
Si 2.7345 5.469 0.6835
Si 8.2035 5.469 0.6835
Si 0 8.2035 0.6835
Si 5.469 8.2035 0.6835
Si 4.1241 1.3375 2.0474
Si 9.5468 1.3826 2.0432
Si 1.3372 4.1268 2.0529
Si 6.8605 4.0706 2.0557
Si 4.0923 6.8548 2.0444
Si 9.5962 6.8067 2.0507
Si 1.3836 9.5543 2.0565
Si 6.8372 9.5623 2.0656
Si -0.0331 -0.0159 3.3479
Si 5.4711 -0.0256 3.4811
Si 2.7143 2.7152 3.3272
Si 8.198 2.7016 3.4966
Si -0.0159 5.4657 3.5095
Si 5.486 5.4769 3.3424
Si 2.748 8.2003 3.4817
Si 8.2298 8.17 3.385
Si 1.3194 1.361 4.6648
Si 6.8529 1.2921 4.8979
Si 4.0855 4.1075 4.6228
Si 9.5471 4.0702 4.9068
Si 1.3678 6.8614 4.8846
Si 6.8711 6.7896 4.7342
Si 4.1258 9.5448 4.9005
Si 9.5823 9.5501 4.7392
Si 2.6435 0.0357 6.1001
Si 8.2251 -0.1567 6.2498
Si 0.006 2.6467 6.177
Si 5.4061 2.7674 6.046
Si 2.7674 5.4087 6.1068
Si 8.149 5.4403 6.2532
Si 0.0106 8.2889 6.2254
Si 5.5725 8.127 6.195
Si 3.5121 1.9391 7.1536
Si 10.029 0.8214 7.4066
Si 1.8032 3.6418 7.3351
Si 6.2497 4.4951 7.3971
Si 4.644 6.253 7.259
Si 9.2153 7.2165 7.406
Si 0.9037 10.1556 7.4909
Si 7.4234 8.8726 7.5185
O 4.4929 6.4359 8.8958
O 1.4675 3.9813 8.9283
O 9.8656 6.7788 8.8734
O 1.2983 10.1148 9.1307
O 6.1434 4.1558 9.0292
O 3.8108 1.6594 8.7406
O 7.15 8.9267 9.1742
O 9.6142 1.0973 8.9849
O 8.234 2.5904 22.7041
O 10.935 5.5509 22.6093
O 5.6059 0.0797 22.6075
O 5.2661 5.4194 22.6776
O 2.0748 2.8537 22.4482
O 3.2791 7.8269 22.5084
O 8.4086 8.7198 22.4408
O -0.2085 11.2593 22.7358
Si 2.1078 2.8646 12.9187
Si 8.7616 1.2847 10.3484
Si 0.9851 4.3763 15.3438
Si 7.5218 5.6248 12.2117
Si 2.3603 8.1836 21.2184
Si 5.4195 7.8576 12.4731
Si 9.1405 0.1992 15.3306
Si 2.7913 -0.0091 16.6683
Si 10.4953 0.9879 12.6858
Si 7.6967 2.8917 21.2092
B 10.1073 8.5014 14.5933
Si 1.4742 4.6978 10.3915
Si 4.3979 9.5174 19.1319
Si 11.0178 6.0846 21.0706
B 6.2089 10.6121 15.1669
Si 5.3324 0.7682 21.1663
Si 2.4119 9.7822 10.2855
Si 0.4026 10.6445 21.3827
Si 5.786 5.3223 21.1562
Si 3.6169 7.0422 10.0989
Si 9.1081 5.8231 14.7897
Si 3.6096 4.1571 19.1059
Si 9.9615 3.6832 19.2383
Si 4.1949 8.7263 15.3259
Si 0.2133 1.7655 17.0781
Si 6.7202 7.6042 19.3026
Si 5.2732 3.7321 16.7585
Si 7.8011 5.1676 17.4882
Si 6.7252 9.9322 10.3892
Si 4.4535 1.0594 10.0759
Si 0.2734 8.9068 12.1883
Si 9.0746 8.6342 20.9413
Si 4.4453 1.7064 14.7178
Si 2.3941 2.1172 21.0279
Si 6.3663 3.3482 10.4286
Si 3.3679 5.9441 16.7232
Si 9.9193 6.4961 10.4732
O -0.066 2.5453 18.4903
O 2.8993 9.7429 15.5147
O 10.8367 4.7776 20.0993
O 7.675 2.4503 10.1139
O 10.8944 5.2052 10.7825
O 6.6095 6.8153 12.8703
O 10.4129 7.8561 11.2352
O 8.3958 6.1633 10.9444
O 5.2675 10.5531 20.0325
O 2.1061 3.5895 11.4385
O 7.8964 8.6241 19.8078
O 6.1223 6.8157 20.6074
O 5.4396 2.7846 15.45
O 1.2725 0.9373 20.6868
O 6.1087 9.1427 11.6926
O 4.6484 5.1132 16.1546
O 6.6829 3.9841 17.5287
O 10.5348 10.3823 12.1673
O 5.4436 0.4716 14.305
O 8.0077 5.5162 15.9278
O 9.8742 9.6815 15.2539
O -0.4377 5.104 15.1558
O 1.5074 6.8498 20.7857
O 1.3155 0.5289 17.1586
O 6.5264 1.8226 20.8105
O 1.0429 1.6144 12.9553
O 3.1882 5.5645 18.3316
O 9.7768 1.829 11.4985
O 0.7822 2.9354 16.0834
O 8.5667 5.1958 13.3868
O 11.1839 8.3686 13.7269
O 1.4137 9.4129 21.7145
O 10.0649 9.925 20.604
O 3.2543 0.1738 10.7825
O 5.1172 2.3484 10.8563
O 1.6569 4.0699 13.9037
O 8.0164 10.8364 10.8293
O 9.164 4.5756 18.1328
O 5.6107 9.5055 15.7533
O 5.6292 -0.0042 9.7213
O 3.5691 2.2772 13.4445
O 1.9525 5.4615 16.0781
O 9.5387 1.064 14.0007
O 4.4385 7.0316 11.4874
O 4.6518 4.5814 20.2707
O 9.743 1.0639 16.5868
O 6.6051 4.375 11.6835
O 5.5118 8.4449 18.5882
O 8.9559 2.8117 20.1832
O 3.4484 1.2827 15.9358
O 4.2739 3.1884 17.9496
O 9.8503 7.1976 20.8215
O 3.3399 8.5955 9.652
O 3.7535 7.4811 16.3114
O 7.5227 -0.0112 15.4408
O 9.2655 7.4482 14.7949
O 3.8803 1.4864 21.1906
O 1.7868 9.1135 11.6387
O 2.3133 6.101 10.331
O 7.3075 6.5141 18.2513
O 7.1432 4.423 21.1141
O 4.513 8.271 13.7779
O 3.2738 8.6837 19.974
O 2.4451 3.2493 19.8285
O 3.6228 10.3612 17.9645

Results
free energy: -129674.142 eV
free energy less fixed offsets of B -155.45, O -569.03, Si -635.61 eV per atom: -6.902 eV

Forces (eV/angstrom), in the order of the atoms: element, x, y, z
Si -0.0368 0.0319 -0.0619
Si 0.0343 -0.0283 -0.0522
Si -0.0516 0.0231 -0.0505
Si 0.0113 -0.0328 -0.053
Si 0.027 -0.028 -0.0562
Si -0.0338 0.0152 -0.0559
Si 0.0351 -0.0441 -0.0599
Si -0.0129 0.0523 -0.055
Si 0.0024 0.0178 0.0016
Si 0.0066 -0.0216 -0.0246
Si -0.0356 -0.0064 -0.0027
Si 0.0169 -0.0164 -0.0136
Si 0.0131 -0.0051 -0.0031
Si -0.0052 0.023 0.006
Si 0.0103 -0.0108 0.0135
Si -0.0147 0.0053 -0.0151
Si 0.0097 -0.0068 0.048
Si -0.008 -0.0071 -0.0203
Si 0.0057 0.011 -0.0225
Si -0.0247 0.0088 0.0749
Si -0.0003 -0.0066 -0.0162
Si -0.0155 0.0181 0.0778
Si 0.0023 -0.0167 0.0666
Si 0.0133 0.0049 -0.0221
Si 0.0016 -0.0031 0.0038
Si 0.008 0.0122 -0.009
Si 0.0023 0.0099 -0.0005
Si 0.0021 0.0078 -0.0026
Si 0.0138 0.0007 -0.025
Si 0.0015 -0.0001 -0.0008
Si 0.0037 -0.0005 0.0071
Si 0.0011 -0.0073 -0.003
Si 0.0251 -0.0215 -0.0157
Si -0.0221 0.0199 -0.0246
Si 0.0179 -0.023 -0.0161
Si -0.0222 0.0244 -0.0177
Si -0.02 0.0211 -0.0249
Si 0.0208 -0.0177 -0.0092
Si -0.0266 0.0284 -0.0118
Si 0.0193 -0.0171 -0.0184
Si 0.1363 -0.0775 0.0819
Si -0.1443 0.1536 -0.0507
Si 0.1268 -0.0772 -0.0134
Si -0.1867 0.1425 -0.0263
Si -0.0037 0.2221 -0.086
Si 0.0837 -0.1476 0.0221
Si -0.1545 0.0559 -0.0421
Si 0.1447 -0.0684 0.032
Si 0.0596 -0.1613 0.0249
Si -0.1356 0.0461 -0.0166
Si -0.1488 0.107 -0.0436
Si 0.1187 -0.1195 0.0544
Si -0.1102 0.1041 -0.0035
Si 0.1117 -0.2012 0.0771
Si 0.19 -0.1035 0.0747
Si -0.0325 0.1291 -0.0547
Si 0.0249 -0.0248 0.0209
Si -0.0193 0.0151 0.0187
Si -0.0185 0.017 0.0135
Si 0.0207 -0.0233 0.0189
Si -0.0154 0.0191 0.0186
Si 0.0165 -0.0165 0.0222
Si 0.031 -0.0259 0.0202
Si -0.0298 0.0271 0.0155
Si -0.0104 0.0076 0.0019
Si 0.0042 -0.0039 -0.0092
Si -0.0074 0.0128 0.0196
Si 0 -0.0046 -0.0013
Si -0.0065 0.0015 0.0101
Si -0.0072 0.0051 -0.0013
Si -0.0049 -0.0005 -0.0056
Si 0.0022 -0.0148 0.0127
Si -0.0054 0.001 0.0261
Si 0.0091 -0.0048 -0.0602
Si -0.0025 -0.0008 0.0107
Si -0.0033 0.008 -0.0851
Si 0.0038 0.0053 -0.0794
Si 0.003 0.0014 0.0247
Si 0.0108 -0.0092 -0.0477
Si -0.0008 0.0012 0.0228
Si -0.0144 -0.0001 0.0042
Si -0.0016 -0.0263 -0.0069
Si 0.0144 -0.0124 0.0133
Si -0.0044 0.0099 0.0095
Si 0.0131 -0.0101 0.0056
Si -0.0298 0.0043 0.0041
Si 0.0027 0.0243 0.0123
Si 0.0172 0.0079 -0.0014
Si -0.0416 0.0534 0.072
Si 0.0203 -0.0173 0.0623
Si 0.0343 -0.0238 0.0474
Si -0.0618 0.0151 0.0495
Si 0.041 -0.0408 0.0622
Si -0.0142 0.0178 0.0499
Si -0.0219 0.0449 0.0483
Si 0.0338 -0.048 0.0416
O -0.0165 0.0106 0.001
O -0.0019 0.021 0.0098
O -0.0041 -0.002 0.0159
O 0.0101 -0.0081 -0.0079
O 0.0224 -0.0171 0.0198
O 0.0321 -0.0334 0.0238
O -0.0032 0.0371 0.007
O -0.0095 0.0047 0.009
O -0.0044 0.0067 -0.0063
O 0.0055 0.0061 -0.0028
O 0.0004 0.0055 -0.0017
O 0.0135 0.0073 -0.0049
O 0.0142 -0.003 0.0019
O -0.019 0.006 -0.0003
O -0.0014 -0.0093 0.0036
O 0.009 -0.0113 0.0051
Si 0.0024 -0.0082 -0.0041
Si -0.0083 0.027 -0.0028
Si -0.0016 0.001 0.002
Si -0.0092 0.0062 -0.0031
Si 0.0014 -0.0046 -0.0022
Si 0.0037 -0.0053 -0.001
Si -0.0018 0.0006 0.0044
Si -0.0021 -0.0058 0.0059
Si -0.0045 0.0113 -0.003
Si 0.0055 0.0018 -0.0019
B 0.0062 0.0074 0.0121
Si 0.0003 -0.0018 -0.0094
Si 0.0002 -0.005 -0.0003
Si 0 0.0001 -0.0055
B 0.0037 -0.0045 -0.0031
Si 0.0008 -0.0026 -0.0052
Si 0.0083 -0.0055 0.0053
Si -0.0006 0.0013 -0.0033
Si 0.002 0.0043 0.0046
Si -0.0024 -0.0051 0.0059
Si -0.0087 0.0034 -0.0013
Si -0.0045 0.0034 0.0069
Si 0.0026 -0.0031 0.0018
Si 0.0029 0.0041 0.0015
Si -0.0033 -0.0048 0.0057
Si -0.003 0.0034 -0.0016
Si 0.0063 -0.0005 -0.0025
Si -0.0009 0.0025 0.0016
Si -0.0202 0.0031 -0.01
Si 0.0008 0.0102 -0.0335
Si -0.0019 -0.0071 0.0022
Si 0.0042 0.001 -0.0092
Si -0.0029 -0.0032 -0.0109
Si -0.0073 -0.003 -0.0044
Si 0.029 0.0025 -0.0035
Si -0.0052 0.0066 0.0057
Si 0.0005 -0.0017 0.0009
O -0.0168 0.0061 -0.0176
O 0.0247 0.0084 0.0127
O -0.0131 0.0069 0.0071
O -0.0102 -0.0021 0.045
O -0.0026 0.0146 -0.0125
O 0.0082 -0.0145 -0.0364
O 0.0128 -0.0032 0.0063
O 0.0012 -0.0118 0.0315
O -0.0125 0.0072 0.008
O -0.0095 0.0038 -0.0043
O -0.0044 -0.0199 0.0133
O 0.0047 -0.0183 -0.0183
O -0.0039 0.0039 0.0148
O 0.0148 0.005 0.0203
O -0.0033 -0.0091 -0.0234
O -0.0111 -0.0193 0.0293
O -0.0099 0.0177 -0.0172
O 0.0091 -0.002 0.0161
O -0.0203 0.0189 0.017
O 0.02 -0.0035 -0.0012
O -0.0133 0.0307 -0.005
O -0.0055 -0.0014 -0.0015
O -0.0109 0.0115 0.0163
O -0.0073 0.0189 -0.0075
O -0.0017 0.0011 0.0192
O -0.0095 0.0159 -0.0057
O 0.0223 -0.0263 -0.0136
O -0.0131 -0.0381 -0.0141
O 0 0.0043 -0.0017
O -0.0135 0.0219 0.0061
O -0.0078 0.0078 -0.0359
O -0.0031 0.0084 -0.0128
O -0.01 -0.021 0.0179
O 0.005 -0.012 -0.0259
O 0.0247 -0.0127 -0.0246
O -0.006 -0.021 0.012
O -0.0223 0.0133 -0.0257
O -0.012 -0.009 0.0048
O -0.0317 -0.0102 -0.0034
O 0.0005 0.0082 0.0372
O -0.0201 0.0033 0.0209
O 0.0105 -0.0105 -0.0105
O 0.0164 -0.0218 -0.0051
O 0.0001 0.0247 -0.0197
O 0.0016 0.006 -0.0053
O 0.0164 -0.0071 -0.0105
O 0.0151 -0.0058 -0.0412
O 0.006 -0.0062 0.0249
O -0.0113 0.0199 0.0029
O 0.0078 -0.0133 -0.0203
O 0.0006 0.0426 0.0035
O 0.0053 0.0032 0.0082
O -0.0142 -0.001 0.0167
O -0.0007 -0.0026 -0.0153
O 0.0408 0.0019 -0.0053
O -0.0003 -0.0392 -0.0053
O 0.0017 0.0027 -0.0051
O -0.0182 0.0069 -0.0132
O 0.0157 -0.0145 -0.0006
O -0.0027 -0.0084 0.0059
O -0.02 -0.0121 -0.0026
O 0.0108 -0.0017 0.0003
O 0.0017 0.0099 0.0082
O 0.0226 -0.0121 0.0169
O -0.0039 -0.0042 -0.0097

The program warned: the cutoff lies below the one the program advises for these potential files; the exchange-correlation potential is rough where the density is thin.
